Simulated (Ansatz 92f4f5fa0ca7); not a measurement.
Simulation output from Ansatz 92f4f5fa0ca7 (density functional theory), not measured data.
Periodic cell of 284 atoms, Si196O88, from a study of silicon, its oxide and their interface. The atomic structure is a simulated model.
Doubt: the cutoff is far below the 930 eV that the study's wrapper takes by default for these files, so forces and energies are approximate.

Settings: functional PBE; potential files Ansatz PAW; basis plane waves; wave-function cutoff 580 eV; density cutoff ratio 5; exchange-correlation grid ratio 1; k mesh 1 x 1 x 1, Gamma-centred; self-consistency stop 5e-08 eV per atom in the density residual; occupations fixed; spin none; net charge 0.

Cell vectors (angstrom)
a	10.938	0	0
b	0	10.938	0
c	0	0	43.3058

Atoms: element, x, y, z (angstrom)
Si	0	0	41.2538
Si	5.469	0	41.2538
Si	2.7345	2.7345	41.2538
Si	8.2035	2.7345	41.2538
Si	0	5.469	41.2538
Si	5.469	5.469	41.2538
Si	2.7345	8.2035	41.2538
Si	8.2035	8.2035	41.2538
Si	1.3673	1.3673	42.6211
Si	6.8362	1.3673	42.6211
Si	4.1018	4.1018	42.6211
Si	9.5708	4.1018	42.6211
Si	1.3673	6.8362	42.6211
Si	6.8362	6.8362	42.6211
Si	4.1018	9.5708	42.6211
Si	9.5708	9.5708	42.6211
Si	2.7345	0	38.5193
Si	8.2035	0	38.5193
Si	0	2.7345	38.5193
Si	5.469	2.7345	38.5193
Si	2.7345	5.469	38.5193
Si	8.2035	5.469	38.5193
Si	0	8.2035	38.5193
Si	5.469	8.2035	38.5193
Si	4.1018	1.3673	39.8866
Si	9.5708	1.3673	39.8866
Si	1.3673	4.1018	39.8866
Si	6.8362	4.1018	39.8866
Si	4.1018	6.8362	39.8866
Si	9.5708	6.8362	39.8866
Si	1.3673	9.5708	39.8866
Si	6.8362	9.5708	39.8866
Si	0	0	3.417
Si	5.469	0	3.417
Si	2.7345	2.7345	3.417
Si	8.2035	2.7345	3.417
Si	0	5.469	3.417
Si	5.469	5.469	3.417
Si	2.7345	8.2035	3.417
Si	8.2035	8.2035	3.417
Si	1.3673	1.3673	4.7843
Si	6.8362	1.3673	4.7843
Si	4.1018	4.1018	4.7843
Si	9.5708	4.1018	4.7843
Si	1.3673	6.8362	4.7843
Si	6.8362	6.8362	4.7843
Si	4.1018	9.5708	4.7843
Si	9.5708	9.5708	4.7843
Si	2.7345	0	0.6825
Si	8.2035	0	0.6825
Si	0	2.7345	0.6825
Si	5.469	2.7345	0.6825
Si	2.7345	5.469	0.6825
Si	8.2035	5.469	0.6825
Si	0	8.2035	0.6825
Si	5.469	8.2035	0.6825
Si	4.1018	1.3673	2.0497
Si	9.5708	1.3673	2.0497
Si	1.3673	4.1018	2.0497
Si	6.8362	4.1018	2.0497
Si	4.1018	6.8362	2.0497
Si	9.5708	6.8362	2.0497
Si	1.3673	9.5708	2.0497
Si	6.8362	9.5708	2.0497
Si	10.8137	0.4464	30.6599
Si	5.7427	10.749	30.2611
Si	2.5205	3.0767	30.4402
Si	8.5856	2.5716	30.3059
Si	0.3244	5.3058	30.3625
Si	5.4181	5.757	30.2673
Si	3.1945	7.9848	30.3739
Si	7.9894	8.527	30.2837
Si	1.407	1.6111	31.9298
Si	6.9223	1.4146	31.57
Si	4.1955	4.2131	31.6314
Si	9.6662	4.1648	31.6849
Si	1.5001	6.8938	31.6448
Si	6.8938	6.949	31.6652
Si	4.2239	9.6276	31.6972
Si	9.5817	9.6538	31.6583
Si	2.7932	0.0563	33.0422
Si	8.223	0.0611	33.0559
Si	0.0083	2.9047	33.2361
Si	5.5309	2.7708	32.9559
Si	2.8206	5.5353	33.0715
Si	8.2532	5.5351	32.993
Si	0.0539	8.2539	32.9717
Si	5.5395	8.2674	33.1053
Si	4.1719	1.4157	34.3876
Si	9.5799	1.4196	34.4559
Si	1.4416	4.2242	34.5038
Si	6.8748	4.1451	34.3592
Si	4.154	6.8981	34.4457
Si	9.6292	6.8855	34.3746
Si	1.3994	9.6139	34.3831
Si	6.8904	9.6331	34.4535
Si	0.0262	0.0279	35.7756
Si	5.4988	0.0444	35.7936
Si	2.7838	2.763	35.7814
Si	8.2053	2.7828	35.7876
Si	0.0286	5.5513	35.8155
Si	5.5083	5.4914	35.7706
Si	2.7531	8.2493	35.7813
Si	8.2545	8.2328	35.7733
Si	1.396	1.3901	37.1431
Si	6.856	1.4007	37.1606
Si	4.1366	4.1254	37.1505
Si	9.5947	4.1339	37.1474
Si	1.3969	6.8868	37.1703
Si	6.8694	6.8588	37.1405
Si	4.1222	9.603	37.1498
Si	9.6025	9.5918	37.1516
Si	2.7179	-0.025	6.1536
Si	8.164	-0.0315	6.154
Si	-0.0357	2.7092	6.1468
Si	5.4471	2.7028	6.1611
Si	2.6981	5.4357	6.1596
Si	8.1826	5.4308	6.1482
Si	-0.019	8.1726	6.1547
Si	5.4247	8.1698	6.1441
Si	4.0788	1.3234	7.5381
Si	9.5171	1.35	7.5088
Si	1.3258	4.0507	7.5285
Si	6.8259	4.052	7.5264
Si	4.0734	6.7868	7.5239
Si	9.5527	6.7775	7.5114
Si	1.3517	9.5345	7.5162
Si	6.7641	9.5377	7.5095
Si	-0.0541	-0.0296	8.8265
Si	5.4191	-0.0509	8.9413
Si	2.6838	2.6683	8.8872
Si	8.1518	2.6734	8.9378
Si	-0.0512	5.3903	8.9159
Si	5.4375	5.3928	8.8722
Si	2.7152	8.1583	8.8963
Si	8.1137	8.1173	8.8056
Si	1.2984	1.2888	10.2406
Si	6.7702	1.3105	10.3406
Si	4.0795	4.0109	10.2375
Si	9.5163	4.0189	10.3277
Si	1.3439	6.7681	10.2321
Si	6.7975	6.7502	10.2346
Si	4.0597	9.4971	10.324
Si	9.4459	9.5311	10.0853
Si	2.5845	-0.1372	11.6503
Si	8.1443	-0.1401	11.6058
Si	-0.0479	2.6269	11.6782
Si	5.3281	2.6063	11.7278
Si	2.746	5.4113	11.5903
Si	8.0772	5.3432	11.6744
Si	-0.1741	8.1363	11.3931
Si	5.453	8.0968	11.652
Si	3.6667	1.4342	13.0221
Si	9.7355	0.9528	12.9246
Si	1.6116	3.8217	12.8728
Si	6.4489	4.2207	13.0367
Si	4.298	6.5419	12.9944
Si	9.2945	6.9994	12.8102
Si	0.9082	9.5879	12.8376
Si	7.0554	9.1957	12.9919
O	1.4128	4.1646	29.8466
O	6.8628	9.6277	29.7522
O	2.6461	2.6657	13.4375
O	8.2114	8.0926	13.4029
O	5.3738	5.3884	13.5384
O	-0.0904	-0.167	13.456
O	4.2656	6.8561	29.8002
O	9.7292	1.4398	29.869
O	1.3334	8.5442	14.0434
O	1.1571	4.6669	14.2166
O	8.9017	1.5012	14.2439
O	6.4701	9.7137	14.4461
O	4.0576	0.6981	14.4457
O	3.6898	7.3364	14.3121
O	7.0509	3.4746	14.3995
O	10.1439	6.5146	14.1327
O	3.1549	2.3083	29.1383
O	4.9844	0.3883	28.9007
O	8.0456	3.268	28.9013
O	10.5738	5.9693	29.008
O	8.5825	7.7599	28.933
O	2.681	8.7483	29.0049
O	6.1879	5.2008	28.8963
O	1.0538	10.8054	29.6741
Si	2.4853	8.1062	15.1075
Si	8.1483	5.5272	19.5258
Si	4.1723	4.4314	20.951
Si	4.3659	1.7428	28.2166
Si	9.3811	1.0987	24.9715
Si	9.6874	1.1417	22.0832
Si	1.3506	9.5997	28.6429
Si	10.0005	8.0818	19.1044
Si	0.8724	6.4162	17.2703
Si	0.5259	9.9243	21.0487
Si	4.5524	1.8882	22.7308
Si	5.6107	8.984	19.9025
Si	7.9569	10.52	18.3737
Si	3.7123	0.0005	15.8836
Si	6.3815	9.5874	16.0679
Si	0.9629	10.6357	25.7947
Si	3.3484	0.1781	20.4831
Si	2.8658	2.0696	18.0303
Si	5.8842	6.9576	17.7239
Si	6.7672	3.8903	28.0851
Si	10.6964	4.1084	22.026
Si	8.493	2.9143	14.9434
Si	3.578	6.5748	23.1202
Si	7.1664	0.0763	23.288
Si	5.1029	4.1835	18.0572
Si	1.7804	4.5937	24.5431
Si	1.4641	4.1653	19.4117
Si	8.0354	5.4022	22.5881
Si	8.2292	4.0836	25.2447
Si	10.06	7.3722	28.3463
Si	10.4476	6.4118	25.3955
Si	10.6727	5.1526	14.8332
Si	0.9471	8.3641	23.7006
Si	2.939	1.9583	25.4095
Si	6.3258	7.9739	22.7645
Si	7.9206	2.7697	18.0365
O	6.2243	8.124	21.1425
O	8.189	0.4827	22.0647
O	7.181	6.2917	18.456
O	5.1207	4.6026	19.6415
O	3.549	1.2268	19.2551
O	6.7379	9.4421	23.3504
O	2.1166	3.3604	25.5516
O	5.1329	10.5279	16.5818
O	1.5397	5.5095	18.4683
O	-0.0951	5.4007	16.4264
O	5.8936	1.0272	22.9998
O	9.0564	2.6613	25.3695
O	2.7463	3.9301	20.3811
O	1.1919	9.2047	25.0629
O	1.5899	10.3514	27.2497
O	9.3098	6.6901	19.6572
O	10.5201	0.3157	20.9644
O	10.6152	7.3904	24.0837
O	3.7587	1.4965	26.7324
O	-0.0252	7.6567	17.8252
O	7.206	4.2059	26.5286
O	9.2543	5.3332	25.3065
O	2.2627	7.5579	23.1373
O	3.1908	5.3433	24.1352
O	1.8739	0.7981	25.0282
O	7.6831	10.2729	16.7769
O	6.2547	7.989	16.4973
O	6.3437	3.146	17.8329
O	6.689	10.0252	19.2701
O	5.0837	5.6104	17.2162
O	0.2702	4.3854	20.4978
O	2.9403	9.5148	15.7703
O	0.0269	8.5855	20.3004
O	9.1351	9.4316	18.74
O	5.073	7.889	18.807
O	4.8153	3.3038	21.9474
O	7.5295	5.2078	21.0282
O	10.1082	7.279	26.7286
O	1.9156	10.3869	20.3781
O	0.0793	8.608	28.7571
O	7.5369	4.2873	23.7374
O	3.4858	0.9876	21.8877
O	3.9657	2.212	24.1923
O	0.9568	4.0982	23.1739
O	7.4983	6.8726	23.0825
O	3.7944	3.3429	17.5992
O	5.5699	2.8093	28.0649
O	10.3503	0.2651	26.0041
O	4.9145	7.4696	23.4646
O	1.4326	2.7771	18.4887
O	2.7869	1.0264	16.7723
O	8.5605	4.0289	18.9142
O	0.922	5.6077	25.4877
O	4.4149	9.9032	20.4649
O	7.9185	0.3891	24.7184
O	0.584	9.4864	22.6018
O	9.802	2.7447	21.8359
O	8.1665	1.2225	18.6317
O	9.6678	5.2907	22.4795
O	1.9792	7.0856	16.2751
O	9.6035	3.997	14.4884
O	8.5658	2.7479	16.5458
O	10.2615	0.9859	23.5996
O	3.935	5.8757	21.679

Results
free energy: -174648.709 eV
free energy less fixed offsets of O -568.88, Si -635.61 eV per atom: -7.709 eV

Forces (eV/angstrom), in the order of the atoms: element, x, y, z
Si	0.0422	0.0223	0.0025
Si	0.0082	0.0184	-0.0037
Si	0.0197	0.0042	0.0002
Si	0.0186	0.0279	-0.0058
Si	0.0136	0.0225	-0.0024
Si	0.0279	0.0179	-0.0014
Si	0.0135	0.03	-0.0074
Si	0.0239	0.013	-0.0037
Si	-0.0233	0.0025	0.0023
Si	-0.0004	-0.0091	0.0003
Si	-0.0122	-0.001	-0.0042
Si	-0.0008	-0.0149	0.0029
Si	-0.0011	-0.0084	0.0009
Si	-0.0131	-0.0023	-0.0017
Si	-0.0016	-0.0146	0.0026
Si	-0.0084	-0.0009	-0.0066
Si	0.03	0.0747	0.0226
Si	0.0872	0.0636	-0.0418
Si	0.0673	0.0607	-0.0946
Si	0.0376	0.0866	0.1115
Si	0.0868	0.0606	-0.0394
Si	0.0647	0.0737	0.0089
Si	0.0663	0.1818	0.1718
Si	0.0702	0.0453	-0.1164
Si	-0.0352	0.0011	-0.0033
Si	-0.0102	-0.0367	0.0006
Si	-0.0203	-0.0219	-0.0052
Si	-0.0282	-0.0214	-0.0006
Si	-0.0122	-0.0346	0.0006
Si	-0.0196	-0.0205	-0.0072
Si	-0.0599	-0.0017	0.0161
Si	-0.0188	-0.0189	-0.0073
Si	0.0333	0.0161	0.0035
Si	0.0339	0.0178	0.0042
Si	0.02	0.0236	0.0014
Si	0.0371	0.0146	0.0032
Si	0.0142	0.0222	-0.0008
Si	0.0219	0.0237	0.0058
Si	0.0169	0.0387	-0.0037
Si	0.0318	0.0112	-0.0002
Si	-0.0632	-0.0769	0.0453
Si	-0.096	-0.0767	-0.0184
Si	-0.0638	-0.0951	0.1026
Si	-0.0434	-0.0641	-0.1192
Si	-0.045	-0.0954	-0.0105
Si	-0.039	-0.0792	0.0477
Si	-0.129	-0.0814	-0.0872
Si	-0.0697	-0.0867	0.0837
Si	0.0016	0.0128	-0.0008
Si	0.0144	-0.0055	0.0013
Si	0.0174	0.0025	0.006
Si	0.0014	0.0103	-0.0003
Si	0.0096	-0.001	0.0024
Si	0.0055	0.0125	-0.0001
Si	-0.0037	0.0152	-0.0059
Si	0.0133	0.0025	0.0035
Si	-0.0222	-0.032	0.0043
Si	-0.0292	-0.0138	0.0028
Si	-0.0232	-0.0069	0.0049
Si	-0.0171	-0.027	0.0043
Si	-0.0244	-0.0108	0.0036
Si	-0.0062	-0.0197	0.0009
Si	-0.0278	-0.0411	-0.0005
Si	-0.0237	-0.0107	0.0044
Si	0.0045	0.0013	0.0002
Si	0.0014	-0.0031	0.0007
Si	-0.0024	-0.0024	0.0016
Si	0.0043	-0.002	0.005
Si	0.0002	-0.0044	0.0017
Si	0.0006	0.0004	0.0014
Si	0.0045	-0.0014	0.0015
Si	-0.0022	-0.0013	0.0007
Si	-0.0025	-0.002	-0.0032
Si	-0.0017	-0.0015	-0.0053
Si	0.0005	-0.0001	-0.0054
Si	0.0019	-0.0001	-0.0033
Si	-0.0021	0.0002	-0.0038
Si	0.0001	0.0019	-0.0018
Si	-0.0011	-0.0006	-0.0024
Si	0	-0.0024	-0.0042
Si	0.0002	0.0001	-0.0014
Si	0.0018	0.0021	0.0054
Si	0.0004	0.0011	0.0042
Si	0.001	0.0002	0.0013
Si	0.0028	0.0005	0.0054
Si	-0.0001	-0.0012	0.0005
Si	0.0006	0.0001	0.0005
Si	0.0015	0.0002	0.0038
Si	0.0002	0.0019	0.0002
Si	0.0015	0.0027	-0.0064
Si	0.0016	-0.0043	-0.0075
Si	0.0003	0.0002	0.0006
Si	0.0017	-0.0007	-0.0027
Si	-0.0001	0.0009	-0.0009
Si	0.001	-0.0002	-0.002
Si	-0.0018	-0.0021	-0.0033
Si	-0.0015	0	0.001
Si	-0.0005	0.0018	0.0039
Si	0.0019	0.0003	0.0025
Si	-0.0008	0.0004	0.0027
Si	-0.0052	-0.0036	0.0007
Si	-0.0002	-0.0017	0.0024
Si	-0.0006	0	0.0019
Si	-0.0016	-0.0024	0.0023
Si	0.001	-0.0001	0.0014
Si	0.0002	0.0006	0.0013
Si	0.0014	-0.0005	0.0016
Si	-0.0029	0.004	0.0008
Si	0.0049	0.0008	0.0007
Si	0.0013	-0.001	0.0002
Si	0.0005	0.001	0.0003
Si	0.0002	0.0012	0.001
Si	0.0014	-0.0011	-0.0023
Si	-0.0044	0.0013	-0.0017
Si	-0.0003	-0.0007	-0.0021
Si	0.0016	-0.0016	-0.0006
Si	-0.0019	-0.0011	-0.0015
Si	-0.0001	0.0003	-0.0025
Si	0.0008	0	-0.0028
Si	-0.0025	-0.0034	-0.0019
Si	0.0004	-0.0005	-0.005
Si	-0.0006	0.0004	-0.0018
Si	0.0015	0.0023	-0.0034
Si	0.0001	-0.0012	-0.0027
Si	0.002	0.0022	-0.0047
Si	0.0005	-0.0007	-0.0016
Si	0.0022	0.0012	-0.0029
Si	0.002	0.0034	-0.002
Si	0	-0.0011	0.0062
Si	0.0008	0.0004	-0.0009
Si	0.002	0.0024	0.0044
Si	-0.0009	-0.0015	0.0003
Si	-0.0014	-0.0018	0.0002
Si	-0.0007	0.0012	0.0044
Si	-0.0004	-0.0012	-0.0019
Si	0.0029	0.0012	0.0068
Si	-0.0016	-0.0033	-0.0093
Si	-0.0002	0.0005	-0.0005
Si	-0.0022	-0.0022	-0.0069
Si	-0.0004	-0.0011	-0.0017
Si	-0.0003	-0.0003	0.0021
Si	-0.0018	-0.003	-0.0083
Si	0.0002	0.0001	0.0013
Si	-0.002	-0.0019	-0.0079
Si	0.002	-0.0018	0.0036
Si	-0.0014	0.0028	0.0013
Si	-0.0007	0.0045	0.0026
Si	0.0017	-0.0012	0.001
Si	0.0001	-0.0001	-0.0001
Si	0.002	0	0.0042
Si	0.0018	-0.0002	0.0038
Si	-0.001	0.0026	0.0011
Si	0.0012	0.0022	-0.0046
Si	0.0012	-0.0035	0.0006
Si	0.0039	-0.001	-0.0011
Si	-0.0021	-0.0002	-0.0046
Si	0.0007	-0.0026	0.002
Si	0.0003	0.0008	-0.0023
Si	-0.0002	0.0024	-0.003
Si	0.003	0.0008	0.0007
O	-0.0002	0.0041	-0.0036
O	-0.0015	0.0026	-0.002
O	-0.0015	0.0007	0.0022
O	-0.0018	-0.0002	0.0007
O	0.0012	0.0028	0.0009
O	-0.0006	0.0007	0.0019
O	-0.0029	0.0001	-0.002
O	-0.0033	0.0008	-0.0049
O	0.0002	-0.0016	0
O	0	0.0008	0.0004
O	-0.0006	0.0015	0
O	0.0007	0.0014	0.0015
O	0.001	-0.0005	0.0031
O	0.0005	0.0014	-0.0004
O	0.001	-0.0003	0.0013
O	0.0014	0	0.0002
O	0.0022	-0.0017	-0.0038
O	-0.0009	0.0015	-0.0028
O	-0.0014	0.0008	-0.0037
O	-0.0001	0	-0.0011
O	0.001	-0.0012	-0.0021
O	-0.0028	0.0012	-0.003
O	0.0019	-0.0022	-0.0032
O	0.0016	-0.0024	-0.0017
Si	0.0006	0.0009	0.0004
Si	0.0006	-0.0004	0.0005
Si	0	-0.0003	0.0011
Si	-0.002	-0.0004	-0.0018
Si	0.0001	-0.0008	0
Si	0.0003	0.0002	0.0011
Si	0.0003	0.0031	-0.0022
Si	0.0017	-0.001	0.0012
Si	0.0003	0	-0.0008
Si	0.0006	-0.0002	0.0016
Si	0.0001	0.0006	0.0003
Si	0.0002	-0.0002	0.0005
Si	0.0004	0	-0.0003
Si	-0.0005	-0.0004	-0.0012
Si	-0.0003	0.0002	-0.0007
Si	0.001	-0.0007	-0.0004
Si	-0.0003	0.0003	0.0006
Si	0.0003	-0.0005	-0.0004
Si	0.0008	-0.0001	0.0002
Si	0.0013	0.0006	0
Si	-0.0002	0.0003	0.001
Si	0.0003	-0.0006	0.0009
Si	-0.0009	0.0002	0.0018
Si	0.0002	0.0003	0.0014
Si	0.0007	0	0.0004
Si	-0.0004	-0.0002	0.0013
Si	0.0002	0	0.0003
Si	0.0009	-0.0001	0.0004
Si	0.0007	0.0004	-0.0005
Si	-0.0011	-0.0006	-0.0033
Si	0.0003	0.0005	0.0008
Si	0.0003	0.0004	0.0011
Si	-0.001	-0.0015	0.0016
Si	-0.0019	-0.0002	0.0014
Si	0.001	-0.0002	0.0021
Si	0.0013	0.0007	-0.0009
O	-0.0004	-0.0001	-0.0005
O	-0.0002	0.0001	0.0003
O	0.0007	0.0004	-0.0002
O	0.0002	0.0005	-0.0008
O	0.0009	0	-0.0004
O	0.0002	-0.0003	-0.0008
O	0.0001	0	-0.0005
O	0.0011	0.0002	-0.0002
O	0.0002	0.0002	0
O	0.0004	0.0008	0.0012
O	-0.0005	-0.0006	-0.0005
O	0	0.0006	-0.0002
O	0.0004	0.0001	0.0003
O	0.0005	0.0007	-0.0001
O	-0.0003	0.0004	0.0015
O	0.0006	0.0008	-0.0006
O	-0.0001	-0.0005	-0.0007
O	0.001	0.0008	0.0001
O	0.0011	0.0002	-0.0018
O	0.0004	0.0008	0.0008
O	-0.0005	-0.0005	-0.0019
O	-0.0002	-0.0002	-0.0005
O	0.0008	0.0004	-0.0005
O	0.0012	0	-0.0006
O	-0.0004	-0.0002	0.0001
O	0.0005	0.0002	0.0006
O	0.0008	-0.0003	0.0001
O	-0.0001	-0.0003	0.0001
O	0.0002	0	0.0001
O	0.0008	-0.0001	-0.0002
O	0.0007	-0.0001	-0.0009
O	0.0008	0.0004	0.0003
O	-0.0004	-0.0004	-0.0006
O	0.0003	0.0005	-0.0003
O	0.0006	0.0001	0.0002
O	0.0005	0	-0.0008
O	-0.0001	0.0004	-0.0009
O	0.0006	0.0005	-0.002
O	-0.0001	0.0005	-0.001
O	0.0009	0.0013	-0.0006
O	-0.0002	-0.0004	0.0003
O	0	-0.0006	-0.0016
O	-0.0003	0.0007	-0.001
O	0.0002	0	-0.0004
O	-0.0001	0.0003	-0.0006
O	0.0003	0.0002	-0.0007
O	0.0007	0.0002	0
O	0.0002	0.0005	0.0009
O	0.0008	-0.0004	-0.0004
O	0.0007	0	-0.0006
O	0.0008	0.0006	0.0005
O	0.0002	-0.0003	0.0002
O	-0.0001	0.0002	-0.0015
O	-0.0001	-0.0005	-0.0004
O	-0.0001	0.0004	-0.0005
O	0.0025	0.0012	-0.0002
O	0.0004	-0.0002	0.0001
O	0	-0.0005	-0.0003
O	0.0004	0.0001	-0.0005
O	-0.0001	-0.0003	0.0005
O	-0.0007	-0.0006	0.0006
O	0.0001	-0.0001	0.0018
O	-0.0003	-0.0001	-0.0006
O	0.0005	-0.0004	0

The program warned: the cutoff lies below the one the program advises for these potential files; the exchange-correlation potential is rough where the density is thin.
